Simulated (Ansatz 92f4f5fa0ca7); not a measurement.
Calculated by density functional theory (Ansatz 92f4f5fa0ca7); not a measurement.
Periodic cell of 225 atoms, Si132O91P2, from a study of silicon, its oxide and their interface. The atomic structure is a simulated model.
Doubt: the cutoff is far below the 930 eV that the study's wrapper takes by default for these files, so forces and energies are approximate.
This geometry differs little from another in the collection (a relaxation step or a small displacement).

Settings
functional: PBE
potential files: Ansatz PAW
basis: plane waves
wave-function cutoff: 580 eV
density cutoff ratio: 5
exchange-correlation grid ratio: 1
k mesh: 1 x 1 x 1, Gamma-centred
self-consistency stop: 5e-08 eV per atom in the density residual
occupations: fixed
spin: none
net charge: 0

Cell vectors (angstrom)
a  10.938  0  0
b  0  10.938  0
c  0  0  31.9494

Atoms and the computed forces on them: element, x, y, z (angstrom), force x, y, z (eV/angstrom)
P  10.6395  -0.07  24.2168  -0.1176  0.0539  0.0123
Si  5.1384  0.205  24.673  -0.0119  0.0052  0.0302
Si  2.7835  2.2574  24.5378  0.0057  -0.0273  0.048
P  8.4729  2.5846  24.4816  -0.0074  0.0003  0.0031
Si  10.6853  5.5764  24.3556  0.0015  0.0026  0.0126
Si  5.1198  5.6005  24.4417  0.0403  -0.0345  0.022
Si  3.0044  7.9985  24.4322  -0.0428  0.0475  0.0016
Si  8.4573  7.8666  24.4234  0.0113  0.0274  0.0184
Si  1.2467  1.0027  25.7785  0.0502  -0.0204  0.0153
Si  6.8413  1.481  25.7685  0.0173  -0.0209  0.0014
Si  3.9477  3.9987  25.751  0.005  0.0084  0.0021
Si  9.6181  3.9962  25.8555  0.0154  -0.0173  -0.0128
Si  1.3235  6.8203  25.6764  -0.0045  -0.0052  -0.0088
Si  6.8232  6.7124  25.724  -0.001  -0.0111  -0.0116
Si  4.0476  9.52  25.9568  0.0085  0.0024  -0.0158
Si  9.5647  9.5245  25.7619  0.0155  -0.0254  -0.0049
Si  2.6447  -0.1276  27.2927  -0.0106  0.0077  -0.0207
Si  8.1738  -0.0057  27.0953  -0.0061  0.0118  0.0137
Si  0.0513  2.5934  27.1417  -0.0002  -0.0032  0.0094
Si  5.4146  2.7504  27.161  -0.007  0.0257  -0.0031
Si  2.6535  5.4371  27.1082  0.0057  -0.005  0.0013
Si  8.1847  5.3834  27.152  -0.017  0.0095  0.0143
Si  -0.0042  8.1695  27.1384  0.0072  0.0158  0.001
Si  5.5216  8.1336  27.1545  -0.0056  0.0024  -0.0016
Si  4.0691  1.3351  28.5204  0.0093  -0.0118  -0.0029
Si  9.545  1.3288  28.5148  -0.0075  -0.003  -0.0125
Si  1.3573  4.0469  28.5129  0.0249  -0.0056  0.0132
Si  6.8019  4.079  28.5482  -0.0025  -0.0046  0.0009
Si  4.0858  6.7888  28.4886  0.0012  -0.0167  -0.0104
Si  9.5486  6.7958  28.4927  0.0171  -0.0094  -0.0169
Si  1.305  9.4769  28.6245  -0.0194  -0.0117  0.0263
Si  6.8434  9.5525  28.5089  0.0059  -0.0025  0.0107
Si  -0.0238  -0.0065  29.9167  0.009  -0.0229  -0.0036
Si  5.4704  -0.0086  29.8827  0.0046  0.0007  -0.0005
Si  2.7434  2.7235  29.899  -0.0049  0.0306  -0.0045
Si  8.1981  2.7237  29.8916  -0.0076  0.0002  -0.0003
Si  -0.0055  5.4492  29.8771  -0.0143  -0.01  -0.0008
Si  5.4573  5.4668  29.8991  -0.0042  -0.0016  -0.0034
Si  2.7559  8.1601  29.9115  -0.0173  0.0127  -0.0094
Si  8.2195  8.1945  29.8822  -0.0157  0.0154  0.0021
Si  1.3673  1.3673  31.2657  0.0323  0.0372  -0.0404
Si  6.8362  1.3673  31.2657  0.0543  -0.042  -0.0616
Si  4.1018  4.1018  31.2657  -0.0212  -0.0482  0.028
Si  9.5708  4.1018  31.2657  -0.0785  -0.0921  -0.0883
Si  1.3673  6.8362  31.2657  0.0481  -0.2672  -0.0332
Si  6.8362  6.8362  31.2657  0.0334  0.1012  -0.1333
Si  4.1018  9.5708  31.2657  0.07  -0.0675  -0.0781
Si  9.5708  9.5708  31.2657  -0.1551  -0.1194  0.123
Si  2.7345  0  0.6835  0.0144  0.0749  0.0134
Si  8.2035  0  0.6835  -0.0341  0.0458  -0.0798
Si  0  2.7345  0.6835  0.0427  0.0774  0.0506
Si  5.469  2.7345  0.6835  -0.0423  0.0591  0.0811
Si  2.7345  5.469  0.6835  -0.077  -0.0246  -0.0225
Si  8.2035  5.469  0.6835  0.0188  0.1144  -0.0249
Si  0  8.2035  0.6835  -0.0118  0.0666  0.1078
Si  5.469  8.2035  0.6835  0.0443  0.1238  0.0966
Si  4.0973  1.3775  2.0637  0.0018  0.0006  0.0006
Si  9.592  1.3526  2.0448  -0.0104  0.005  0.0021
Si  1.3524  4.1355  2.0568  0.0111  -0.0049  -0.0018
Si  6.8241  4.135  2.045  0.0139  -0.0042  0.0082
Si  4.0891  6.8476  2.0451  -0.003  -0.0055  0.0025
Si  9.5739  6.8388  2.0645  -0.0046  -0.0001  0.0006
Si  1.3615  9.5986  2.056  0.0139  -0.0004  0.0054
Si  6.8266  9.6104  2.0489  0.0191  0.0025  -0.0001
Si  0.0292  0.0342  3.4711  0.0023  0.0021  0.0125
Si  5.484  0.0395  3.4522  -0.0023  -0.0051  0.008
Si  2.7178  2.7697  3.404  -0.014  0.0047  -0.0054
Si  8.2502  2.7799  3.3458  0.0122  0.0029  -0.0312
Si  0.027  5.516  3.4736  0.0075  0.0043  0.0162
Si  5.4723  5.5245  3.428  -0.0078  0.0089  0
Si  2.7372  8.2392  3.4009  -0.0053  0.0023  -0.0079
Si  8.2414  8.2835  3.3871  0.0037  0.0191  -0.0107
Si  1.3792  1.4527  4.8452  -0.0047  -0.0055  -0.0047
Si  6.9086  1.4746  4.7308  -0.004  -0.0068  0.0032
Si  4.0614  4.1518  4.7586  0.0007  0.0046  0.001
Si  9.5978  4.0812  4.7801  0.0037  0.0015  0.0013
Si  1.3679  6.9714  4.8444  -0.0043  -0.0052  -0.0029
Si  6.8406  6.9865  4.7304  -0.004  -0.0055  0.0033
Si  4.0954  9.5734  4.7903  0.0025  0.0036  -0.0005
Si  9.6229  9.5756  4.8406  0.0009  0.0011  -0.0052
Si  2.7591  0.0328  6.14  0.0022  0.0049  -0.0031
Si  8.2957  0.1178  6.0904  0.0036  -0.005  0.0021
Si  0.0163  2.7964  6.3027  0.0015  -0.0001  -0.0007
Si  5.5126  2.8363  6.0724  -0.0016  -0.0017  0.0027
Si  2.7551  5.5894  6.1397  -0.0004  0.0032  -0.0019
Si  8.2537  5.5967  5.9593  0.0018  -0.0038  0.0018
Si  0.05  8.304  6.3733  -0.0007  -0.0014  -0.0025
Si  5.4994  8.2993  6.2216  -0.0006  0.0011  0.0007
Si  4.4252  1.1782  7.3284  -0.0041  0.0015  -0.0002
Si  9.8132  1.1468  7.619  -0.0025  0.0024  -0.0064
Si  1.1796  4.4989  7.5035  0.0002  -0.0054  -0.0067
Si  6.6412  4.5411  7.2481  0.0042  -0.0001  0.0041
Si  4.3249  6.7034  7.5417  -0.0019  0.0024  -0.0038
Si  9.7321  6.6101  7.5014  -0.0021  0.0018  -0.0021
Si  1.2834  9.9389  7.705  0.0006  -0.0008  -0.0029
Si  6.7224  9.9621  7.41  0.0029  -0.0011  -0.0051
O  4.0958  6.8256  24.0428  -0.0091  -0.003  -0.0131
O  4.0219  1.2638  24.0315  0.015  0.0044  -0.0088
O  9.5533  6.7179  23.908  -0.001  -0.0005  0.0036
O  -0.0235  5.5417  8.016  -0.0005  0.0002  0.0024
O  5.5739  0.1234  7.911  -0.0003  -0.0021  0
O  0.0752  0.0892  8.1469  -0.0007  -0.0012  0.0028
O  5.5352  5.6113  7.8836  0.0005  -0.0023  -0.0024
O  7.5995  3.9562  8.4367  -0.0008  0.0002  0.0006
O  8.7325  7.0442  8.7643  -0.0002  0.0006  0.0049
O  2.1839  9.4557  9.0443  0.0002  -0.001  0.0039
O  8.8938  1.6725  8.9199  0.0004  -0.0006  0.0039
O  7.6197  9.4679  8.7084  0.0002  -0.0009  0.0029
O  3.609  1.8133  8.6021  0.0008  -0.0009  0.0011
O  3.587  7.2223  8.9489  0.0009  -0.0018  0.0017
O  2.0668  4.0023  8.8149  0.0004  -0.0001  0.0038
O  7.8466  3.9524  23.7141  0.0022  -0.0212  0.0025
O  0.412  4.9107  22.9707  0.0065  -0.0034  -0.0089
O  1.8953  2.7357  23.2404  -0.0159  0.017  -0.0387
O  5.5699  4.969  22.973  -0.0026  -0.0005  -0.0045
O  5.6116  10.0757  23.518  0.0104  -0.0076  -0.019
O  2.6191  8.6558  22.9563  -0.0415  0.0081  -0.0056
O  0.2363  9.6196  23.2135  0.0899  -0.0051  0.0003
O  7.8167  8.5765  23.0692  -0.0119  -0.0015  -0.015
Si  8.6684  7.6878  18.4655  -0.0005  0  -0.0028
Si  8.7936  6.3549  13.6343  0.0007  -0.0005  -0.0022
Si  3.8073  1.52  14.7386  -0.0004  0.0003  -0.0036
Si  2.1455  5.7054  17.6158  0.0004  0.0016  -0.0059
Si  2.375  3.1196  19.5063  0.0013  -0.002  -0.0051
Si  9.822  9.0271  12.0858  0.0001  -0.0008  -0.0043
Si  1.3922  9.2731  22.0822  0.03  -0.0394  0.0381
Si  9.1855  0.9594  13.2101  0.0013  0  -0.003
Si  1.424  5.0407  13.0283  0.0009  -0.0007  -0.0032
Si  1.8008  8.2419  12.8289  0.0011  -0.0008  -0.0044
Si  6.7058  9.5859  22.4347  0.0034  -0.0003  0.0057
Si  4.5498  4.573  15.7172  0.0007  0.0002  -0.0026
Si  8.2112  3.0118  9.5851  0.0003  -0.0014  -0.004
Si  0.8673  8.1909  19.2593  0.0013  -0.0017  -0.0029
Si  6.9906  1.3704  21.1441  0.0015  0.0066  -0.0046
Si  8.2311  8.3099  9.6774  0.0012  -0.002  -0.0053
Si  10.8874  5.1886  15.6021  0.0006  0.0009  -0.0038
Si  7.5803  9.4923  16.3393  0  -0.0018  -0.002
Si  9.9214  2.0555  20.3013  -0.0007  0.0022  0.0034
Si  3.2207  8.5083  9.9236  -0.0015  0.0006  -0.004
Si  6.7003  3.3428  17.4611  -0.0008  -0.0023  -0.0033
Si  1.1239  0.1711  19.8499  0.0087  -0.0103  0.0003
Si  3.2418  2.8035  12.3058  0.0002  -0.0001  -0.0054
Si  7.208  5.4072  19.7266  -0.0038  0.0005  -0.0054
Si  5.7557  8.6558  11.5545  0.0009  -0.0006  -0.0057
Si  5.7961  6.0584  13.2074  0.0009  -0.0007  -0.0034
Si  4.6479  9.712  17.65  -0.0006  -0.0032  -0.0011
Si  0.9811  3.5776  22.1947  -0.0009  -0.0035  0.004
Si  4.8872  1.4914  18.8672  0.0022  -0.0018  -0.0017
Si  3.1968  3.0752  9.5235  -0.001  -0.001  -0.0036
Si  6.4669  10.8016  13.805  0.0012  -0.0009  -0.0035
Si  10.3602  0.1125  15.9875  0.0004  -0.0012  -0.0051
Si  5.6665  3.6464  11.1592  0.0009  -0.0007  -0.0052
Si  9.8493  3.8918  11.9079  0.0002  0  -0.0052
Si  2.3529  9.9136  15.5634  0.0011  -0.0008  -0.0031
Si  6.0914  8.143  19.8315  0.0025  0.0017  0.0035
Si  6.8255  4.0814  22.4416  -0.0085  0.011  0.0194
Si  9.7696  2.7759  17.3889  -0.001  0  -0.0057
O  7.2049  6.3684  13.9801  -0.0001  -0.0007  0.0017
O  1.9083  7.0235  18.6513  0.0014  -0.002  -0.0004
O  10.275  4.0299  16.5245  -0.0009  -0.0021  0.0025
O  6.1799  9.9633  17.0746  -0.0001  -0.0003  0.0024
O  10.1597  0.6958  14.4827  0.0002  -0.001  0.0026
O  8.4439  6.1106  18.8969  -0.0002  -0.0015  0.0035
O  5.1814  0.663  14.4412  0.0004  0.0004  0.0019
O  5.7301  2.0479  17.5961  0.0005  -0.0014  0.0062
O  8.3248  1.9832  20.4854  -0.011  -0.0058  0.009
O  1.9723  4.257  18.3884  0.0007  -0.0023  0.0042
O  6.9673  2.7908  10.643  0.0004  0  0.0034
O  4.8774  2.6973  12.2256  0  -0.0004  0.0028
O  6.0463  4.3647  16.3682  0.0011  0.0006  0.0037
O  4.5643  3.9118  9.9469  0.0011  0.0001  0.0029
O  10.6387  2.7368  21.6047  -0.0012  -0.0002  -0.0047
O  9.7299  6.1589  14.9707  0.0003  -0.0008  0.0019
O  6.0106  6.509  19.8848  -0.0008  0.0011  0.0001
O  4.1001  0.1682  18.3273  0.0028  0.001  0.003
O  9.2737  10.5518  12.2823  0.0002  0.0004  0.0028
O  2.8587  4.3445  12.7216  0.0002  0.0002  0.0027
O  1.8073  10.6588  21.287  -0.0114  0.0041  -0.0089
O  3.9603  2.727  19.4156  0.0003  -0.0003  -0.0008
O  0.7406  10.0369  15.9855  -0.0003  0.0004  0.0026
O  1.2707  9.7707  18.8809  0.0001  0.0086  0.0008
O  1.7041  1.6168  19.3295  -0.0019  -0.0001  0.0027
O  8.9527  10.3823  16.5154  0.0006  0.0006  0.0022
O  4.8903  8.5883  18.8153  0.0016  0.001  -0.0005
O  9.5766  8.7519  10.4936  0.001  0.0005  0.0036
O  6.7248  4.1062  18.8973  0.0011  -0.0002  -0.0002
O  2.8533  1.7027  13.4129  0.0005  -0.001  0.0025
O  5.8489  8.8177  21.2848  0.0032  0.0003  -0.0023
O  2.5452  2.4409  10.8836  0.0007  0  0.0037
O  7.589  4.8617  21.2231  0.0024  0.0033  -0.0138
O  5.2162  7.4641  12.5644  0.0005  -0.0004  0.0024
O  0.4386  9.0557  12.5121  -0.0001  -0.0002  0.0023
O  7.5938  1.0435  13.5942  0.0002  -0.0004  0.0023
O  7.1213  9.6194  14.7662  0.0001  0.0004  0.0013
O  8.9899  5.0288  12.6982  0.0005  -0.0001  0.0026
O  8.101  8.0293  16.9376  -0.0007  0.0002  0.0022
O  6.344  2.5591  22.0711  0.0144  0.0021  -0.0037
O  2.4614  9.0507  14.1304  0.0007  0.0003  0.0023
O  0.4334  4.4825  11.8562  0.0005  -0.0001  0.0023
O  0.8966  8.188  20.9259  -0.0005  0.0024  -0.0049
O  9.3901  3.8188  10.3543  0.0013  -0.0001  0.0033
O  9.6637  2.3823  12.5461  0.0004  -0.001  0.0024
O  7.6408  8.566  19.4163  -0.0006  -0.0014  0.0013
O  2.5577  8.1633  11.3791  0.0001  -0.0005  0.0038
O  4.0022  3.0335  15.3833  0  -0.0001  0.0012
O  0.8182  4.4641  14.4287  0.0007  -0.0006  0.0025
O  10.1078  3.0045  18.9741  0.0018  -0.0011  0.0047
O  9.1462  7.8021  12.9499  0.0008  -0.0003  0.0022
O  10.4705  0.5209  20.084  -0.0006  0.0022  0.0031
O  6.0403  5.0307  11.94  0.0004  0.0007  0.0032
O  8.1617  2.7373  17.0836  -0.0003  0.0002  0.0028
O  3.5498  5.4424  16.7345  0.0002  -0.0006  0.0021
O  4.6718  9.1259  10.4021  0.0008  -0.0006  0.0027
O  1.5386  6.6611  13.1911  0.0002  0.0003  0.0018
O  4.7812  5.4663  14.3555  0.0002  -0.0003  0.0024
O  1.97  3.8476  20.9155  -0.0029  0.0007  0.001
O  10.5578  1.408  16.964  0.0003  0  0.0025
O  0.9636  6.0426  16.5385  -0.0009  -0.0004  0.0013
O  7.4393  10.9495  21.9151  -0.0047  -0.0022  -0.0034
O  5.8785  0.966  20.0413  0.0056  0.0052  0.0039
O  6.0877  10.0096  12.4198  0.0006  0.0003  0.0029
O  2.8558  0.5359  15.6124  0.0001  0.0001  0.002
O  7.0574  8.0014  10.782  -0.0002  0.0002  0.0034
O  10.2618  7.9796  18.7023  0.0011  -0.0004  0.0017
O  3.4589  9.2026  16.6035  0.0005  0.0005  0.0022

Results
free energy: -137178.071 eV
free energy less fixed offsets of O -568.88, P -755.39, Si -635.61 eV per atom: 1.309 eV

The program warned: the cutoff lies below the one the program advises for these potential files; the exchange-correlation potential is rough where the density is thin.
